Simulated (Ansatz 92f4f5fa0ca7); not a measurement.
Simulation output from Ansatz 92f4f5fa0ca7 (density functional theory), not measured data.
Periodic cell of 469 atoms, Si304O165, from a study of silicon, its oxide and their interface. The atomic structure is a simulated model.
Doubt: the cutoff is far below the 930 eV that the study's wrapper takes by default for these files, so forces and energies are approximate.
This geometry differs little from another in the collection (a relaxation step or a small displacement).

Settings
functional: PBE
potential files: Ansatz PAW
basis: plane waves
wave-function cutoff: 580 eV
density cutoff ratio: 5
exchange-correlation grid ratio: 1
k mesh: 1 x 1 x 1, Gamma-centred
self-consistency stop: 5e-08 eV per atom in the density residual
occupations: fixed
spin: none
net charge: 0

Cell vectors (angstrom)
a 15.4691 0 0
b 0 15.4691 0
c -7.2634 1.0387 34.9003

Atoms and the computed forces on them: element, x, y, z (angstrom), force x, y, z (eV/angstrom)
Si -6.075 -2.916 24.908 0.014 -0.019 0.005
Si -2.191 -3.44 24.378 -0.004 0 0.048
Si -1.481 -6.507 24.903 0.005 -0.02 0.025
Si -7.868 0.771 25.875 0.003 -0.002 0.016
Si -7.737 4.856 26.137 0.01 -0.009 0
Si -8.018 -6.698 26.223 0.016 -0.002 -0.006
Si -7.84 -2.948 26.407 -0.012 0.008 0.017
Si -3.066 1.005 26.044 0.007 0.005 0.025
Si -3.171 5.009 26.068 0.027 -0.003 0.015
Si -3.491 -6.651 26.127 0.029 -0.008 0.024
Si -3.874 -2.894 25.958 -0.004 0.003 0.015
Si 0.073 1.139 26.197 -0.005 0.002 0.026
Si 0 4.965 26.034 -0.013 -0.015 -0.011
Si 0.568 -6.599 26.077 -0.004 -0.023 0.001
Si 0.427 -2.673 25.934 -0.008 -0.001 -0.002
Si -10.308 0.962 25.936 -0.006 0.004 -0.007
Si -10.194 4.953 26.023 -0.013 0.005 0.001
Si -10.465 -6.708 26.226 -0.004 0.002 0.006
Si -10.232 -2.947 26.04 0 -0.009 0.01
Si -7.303 2.79 27.217 -0.002 -0.005 0.006
Si -7.342 6.806 27.412 -0.011 0.011 0.011
Si -7.379 -4.879 27.616 -0.005 0.005 -0.003
Si -7.353 -0.921 27.476 0.008 0.001 -0.02
Si -3.408 2.986 27.32 0.026 -0.005 0.01
Si -3.438 6.882 27.454 0.008 -0.003 0.003
Si -3.496 -4.716 27.444 0.004 -0.009 -0.012
Si -3.419 -0.964 27.305 0.009 -0.003 0
Si 0.398 3.085 27.431 -0.011 0.007 0.009
Si 0.455 6.89 27.353 -0.009 0.008 0.017
Si 0.512 -4.632 27.336 -0.01 0.013 0
Si 0.466 -0.843 27.402 -0.005 -0.001 -0.001
Si -10.955 2.958 27.171 -0.003 0.003 0.013
Si -10.991 6.782 27.363 -0.011 0 0.003
Si -10.973 -4.751 27.446 0.007 0.004 -0.018
Si -10.982 -0.952 27.21 0.004 -0.003 0
Si -9.162 2.907 28.721 0.002 0.005 -0.009
Si -9.194 6.792 28.863 0.012 -0.006 -0.002
Si -9.233 -4.792 28.986 0.001 0.005 0.009
Si -9.241 -0.888 28.831 -0.017 -0.009 0.005
Si -5.367 2.921 28.639 -0.001 0 -0.001
Si -5.381 6.818 28.756 0.006 -0.005 0.001
Si -5.366 -4.801 28.833 -0.007 0.005 0.015
Si -5.331 -0.889 28.712 -0.001 -0.001 0.004
Si -1.517 3.014 28.799 -0.003 0.002 -0.025
Si -1.462 6.909 28.77 0.002 -0.018 -0.01
Si -1.46 -4.705 28.705 0.001 0.005 0.005
Si -1.488 -0.921 28.741 -0.005 -0.001 -0.008
Si 2.485 2.992 28.592 0.002 0.004 -0.004
Si 2.443 6.798 28.658 0.008 -0.004 -0.003
Si 2.453 -4.708 28.693 -0.005 0.008 0.016
Si 2.489 -0.892 28.628 0.002 -0.001 0.011
Si -9.209 1.042 30.15 -0.002 0.001 0.006
Si -9.185 4.835 30.134 0 -0.004 0.005
Si -9.205 8.712 30.208 -0.003 -0.002 0.008
Si -9.202 -2.805 30.189 -0.001 0.003 0.004
Si -5.329 1.038 30.091 -0.003 -0.001 0.004
Si -5.356 4.855 30.076 -0.007 0 0
Si -5.337 8.731 30.147 -0.002 0.002 0.004
Si -5.345 -2.816 30.112 0.001 -0.002 -0.003
Si -1.479 1.037 30.108 0 -0.003 0.011
Si -1.474 4.951 30.13 0 0.022 0.002
Si -1.461 8.833 30.11 0.005 0.004 0.001
Si -1.464 -2.82 30.125 0.003 -0.005 -0.001
Si 2.44 1.054 30.029 0.007 -0.001 0.001
Si 2.43 4.883 30.063 0.006 0.002 0.001
Si 2.422 8.772 30.045 0.005 -0.002 -0.001
Si 2.428 -2.794 30.081 0.008 -0.003 -0.004
Si -7.263 1.039 31.482 0.096 -0.012 -0.019
Si -7.263 4.906 31.482 0.089 -0.215 0.074
Si -7.263 8.773 31.482 0.106 -0.121 0.478
Si -7.263 -2.828 31.482 0.123 0.171 0.327
Si -3.396 1.039 31.482 -0.09 0.006 -0.052
Si -3.396 4.906 31.482 -0.263 0.019 -0.125
Si -3.396 8.773 31.482 0.069 0.017 0.065
Si -3.396 -2.828 31.482 -0.104 -0.008 -0.021
Si 0.471 1.039 31.482 0.186 -0.016 -0.509
Si 0.471 4.906 31.482 0.183 -0.047 -0.281
Si 0.471 8.773 31.482 0.217 0.083 -0.306
Si 0.471 -2.828 31.482 0.187 0.082 -0.191
Si 4.338 1.039 31.482 -0.201 0.134 0.006
Si 4.338 4.906 31.482 -0.033 -0.174 -0.068
Si 4.338 8.773 31.482 -0.404 -0.142 0.245
Si 4.338 -2.828 31.482 -0.228 0.117 0.299
Si 0 1.934 3.417 0.1 -0.02 -0.243
Si 0 5.801 3.417 0.351 -0.017 -0.228
Si 0 -5.801 3.417 0.035 -0.126 -0.115
Si 0 -1.934 3.417 0.281 -0.098 -0.31
Si 3.867 1.934 3.417 0.12 0.178 -0.106
Si 3.867 5.801 3.417 -0.001 -0.018 0.093
Si 3.867 -5.801 3.417 -0.001 -0.043 -0.255
Si 3.867 -1.934 3.417 -0.059 0.157 -0.09
Si 7.734 1.934 3.417 0.128 -0.089 0.304
Si 7.734 5.801 3.417 0.068 -0.06 0.317
Si 7.734 -5.801 3.417 0.106 0.114 0.177
Si 7.734 -1.934 3.417 0.066 0.168 0.307
Si 11.602 1.934 3.417 -0.198 -0.048 0.068
Si 11.602 5.801 3.417 -0.393 -0.018 -0.117
Si 11.602 -5.801 3.417 -0.139 0.005 0.094
Si 11.602 -1.934 3.417 -0.392 0.008 -0.115
Si -1.929 1.831 4.742 0.003 0.002 -0.003
Si -1.933 5.717 4.692 0.004 -0.005 -0.013
Si -1.933 -5.823 4.766 -0.004 -0.006 0.002
Si -1.935 -1.974 4.697 0 0.005 -0.001
Si 1.943 1.997 4.76 0 0.002 0.008
Si 1.942 5.815 4.811 -0.002 -0.001 -0.003
Si 1.942 -5.878 4.764 0 0 0.001
Si 1.936 -1.961 4.786 -0.004 -0.002 0.002
Si 5.799 1.955 4.792 -0.004 0.004 -0.001
Si 5.795 5.818 4.803 0.003 0.001 -0.005
Si 5.788 -5.714 4.761 -0.004 0.01 -0.004
Si 5.785 -1.84 4.784 0.003 0.004 -0.004
Si 9.675 1.95 4.849 -0.002 0.001 0.004
Si 9.669 5.819 4.848 0.003 -0.003 0.001
Si 9.672 -5.804 4.837 0.004 -0.003 0.003
Si 9.67 -1.919 4.848 0.004 0.003 0.004
Si -1.926 -0.126 6.094 -0.014 -0.003 -0.007
Si -1.899 3.778 6.01 -0.004 0.004 0.001
Si -1.937 -7.843 5.999 0.01 0.009 0.005
Si -1.943 -3.836 6.077 0.002 0 0.001
Si 1.92 0.052 6.048 0.002 0.004 -0.003
Si 1.963 3.902 6.197 -0.006 -0.007 0.004
Si 1.978 -7.752 6.235 -0.001 0.002 0
Si 1.962 -3.971 6.093 0.012 -0.003 -0.002
Si 5.754 0.073 6.221 0.018 -0.007 -0.013
Si 5.826 3.862 6.187 -0.004 0.008 0.015
Si 5.789 -7.643 6.084 0 -0.002 0.013
Si 5.739 -3.751 6.123 0.015 -0.002 -0.009
Si 9.711 0.021 6.266 0.007 0 -0.015
Si 9.691 3.895 6.265 -0.002 0.004 0.001
Si 9.646 -7.717 6.278 0.001 0.003 0.009
Si 9.654 -3.869 6.232 0 0 -0.004
Si 0.014 -0.04 7.409 0.017 -0.005 0.006
Si -0.046 3.766 7.457 0.004 0.013 -0.013
Si -0.062 -7.865 7.43 -0.003 -0.002 -0.011
Si 0.018 -3.887 7.384 -0.001 0.016 -0.004
Si 3.727 0.052 7.538 -0.024 -0.007 0.017
Si 3.891 3.891 7.593 0.004 -0.004 0.001
Si 3.963 -7.649 7.591 0.004 0.009 -0.007
Si 3.83 -3.86 7.552 -0.021 -0.007 0.011
Si 7.715 0.177 7.575 -0.012 0.005 0.008
Si 7.722 4.061 7.639 -0.007 -0.003 0.007
Si 7.608 -7.539 7.579 -0.005 -0.008 -0.009
Si 7.638 -3.742 7.516 -0.006 0.01 -0.004
Si -3.73 -0.112 7.613 0.003 -0.02 0.001
Si -3.715 3.747 7.493 0.006 -0.003 -0.009
Si -3.758 -7.861 7.49 -0.002 0.008 -0.009
Si -3.807 -3.884 7.536 0.006 0 0.003
Si -0.547 1.827 8.756 -0.001 -0.011 0
Si -0.613 5.672 8.728 0.01 -0.003 -0.002
Si -0.654 -5.872 8.504 -0.009 -0.007 0.003
Si 0.705 -1.961 8.605 -0.038 -0.001 0.004
Si 3.383 1.958 8.943 0.006 -0.001 -0.01
Si 4.576 5.86 8.794 -0.004 -0.007 0.002
Si 4.443 -5.717 8.948 -0.008 -0.003 0
Si 3.098 -1.924 8.727 0.037 0.006 -0.006
Si 4.989 1.757 10.62 -0.002 0.003 -0.017
Si 7.063 6.046 8.87 0.005 -0.004 0
Si 6.919 -5.564 8.831 0.007 -0.006 -0.003
Si 7.47 -1.775 8.849 0.004 0.002 -0.007
Si -3.068 1.826 8.794 -0.004 0.009 0.013
Si -3.044 5.641 8.69 -0.005 0.004 -0.014
Si -3.07 -5.871 8.534 0.005 0.002 0.006
Si -3.512 -2.068 9.056 0.001 0.005 0.004
Si 1.307 1.896 10.286 -0.004 0.012 0.009
Si 7.728 2.135 8.99 0.004 0.005 -0.011
Si -12.03 -6.328 24.517 0.019 0.005 0.009
Si -7.263 -0.895 32.849 0.073 -0.009 0.027
Si -7.263 2.972 32.849 0.063 0.032 0.021
Si -7.263 6.839 32.849 0.043 0.057 0.021
Si -7.263 -4.762 32.849 0.04 -0.003 0.002
Si -3.396 -0.895 32.849 -0.05 -0.003 0.004
Si -3.396 2.972 32.849 -0.007 -0.015 -0.009
Si -3.396 6.839 32.849 -0.046 -0.003 0.006
Si -3.396 -4.762 32.849 -0.08 -0.006 0.002
Si 0.471 -0.895 32.849 0.074 -0.032 -0.015
Si 0.471 2.972 32.849 0.04 0.021 -0.024
Si 0.471 6.839 32.849 0.069 -0.022 -0.027
Si 0.471 -4.762 32.849 0.127 -0.016 -0.017
Si 4.338 -0.895 32.849 -0.091 -0.029 0.017
Si 4.338 2.972 32.849 -0.107 0.007 0.023
Si 4.338 6.839 32.849 -0.085 0.048 0.003
Si 4.338 -4.762 32.849 -0.074 0.007 -0.008
Si -5.33 -0.895 34.216 -0.015 0.015 0.015
Si -5.33 2.972 34.216 -0.013 -0.015 0.009
Si -5.33 6.839 34.216 -0.022 -0.003 0.024
Si -5.33 -4.762 34.216 0.013 0.009 0.023
Si -1.463 -0.895 34.216 -0.011 0.032 -0.019
Si -1.463 2.972 34.216 -0.005 -0.009 -0.018
Si -1.463 6.839 34.216 0.025 -0.045 -0.025
Si -1.463 -4.762 34.216 0.002 -0.006 -0.023
Si 2.405 -0.895 34.216 0.026 0.031 0.013
Si 2.405 2.972 34.216 0.023 -0.003 0.007
Si 2.405 6.839 34.216 0.015 -0.048 0.011
Si 2.405 -4.762 34.216 -0.009 0.01 0.017
Si -9.197 -0.895 34.216 0.002 0.033 -0.001
Si -9.197 2.972 34.216 -0.006 -0.018 0.003
Si -9.197 6.839 34.216 -0.017 -0.027 -0.009
Si -9.197 -4.762 34.216 -0.012 -0.008 -0.002
Si 1.934 0 0.683 0.021 0.011 -0.025
Si 1.934 3.867 0.683 0.015 -0.038 -0.018
Si 1.934 7.734 0.683 -0.019 0.01 -0.009
Si 1.934 -3.867 0.683 -0.003 0.025 -0.024
Si 5.801 0 0.683 -0.012 0.005 0.03
Si 5.801 3.867 0.683 -0.006 0.014 0.011
Si 5.801 7.734 0.683 -0.021 -0.024 -0.006
Si 5.801 -3.867 0.683 -0.002 -0.01 0.02
Si 9.668 0 0.683 -0.016 -0.004 -0.021
Si 9.668 3.867 0.683 -0.028 -0.045 -0.007
Si 9.668 7.734 0.683 0.016 0.014 0.001
Si 9.668 -3.867 0.683 0.008 0.019 -0.018
Si -1.934 0 0.683 -0.002 0.011 0.029
Si -1.934 3.867 0.683 0.007 0.054 0.002
Si -1.934 7.734 0.683 0.02 -0.007 -0.013
Si -1.934 -3.867 0.683 0.004 -0.016 0.008
Si 0 0 2.05 0.166 0.027 -0.023
Si 0 3.867 2.05 0.038 0.008 -0.03
Si 0 7.734 2.05 -0.028 0.028 -0.017
Si 0 -3.867 2.05 0.08 0.043 -0.014
Si 3.867 0 2.05 -0.082 -0.037 -0.008
Si 3.867 3.867 2.05 0.024 -0.04 -0.018
Si 3.867 7.734 2.05 0.065 0.021 -0.007
Si 3.867 -3.867 2.05 -0.062 -0.026 0.001
Si 7.734 0 2.05 0.098 -0.005 -0.001
Si 7.734 3.867 2.05 0.06 0.002 0.029
Si 7.734 7.734 2.05 0.009 -0.007 0.026
Si 7.734 -3.867 2.05 0.08 -0.051 0.014
Si 11.602 0 2.05 -0.154 0.006 -0.017
Si 11.602 3.867 2.05 -0.107 0.024 -0.012
Si 11.602 7.734 2.05 -0.039 -0.005 0.006
Si 11.602 -3.867 2.05 -0.115 0.02 -0.004
Si -8.559 -1.089 21.012 -0.001 -0.007 -0.008
Si -7.075 -0.177 23.644 0 0.012 -0.016
Si -5.977 -5.928 24.124 -0.008 0.008 0.013
Si -4.671 1.631 23.39 0.021 0.002 -0.004
Si -5.475 4.647 23.952 0.003 0.009 0.002
Si -2.023 -7.844 22.272 0.014 -0.003 0.01
Si 1.405 1.067 23.354 0.002 0.017 0.015
Si 2.431 -7.73 22.107 -0.012 -0.004 0
Si 2.038 -2.064 23.327 -0.006 -0.012 0.007
Si -11.157 1.914 23.092 0.001 0.001 0.006
Si 1.63 5.266 23.288 0.001 0.001 0.004
Si -11.825 5.813 19.834 0.001 0.005 0.008
Si -10.955 -3.506 23.81 0.009 0.006 0.001
Si -0.57 -2.218 10.512 0.013 -0.003 -0.014
Si -0.684 1.36 14.884 -0.005 -0.007 -0.013
Si 0.68 4.787 11.535 -0.008 0.002 -0.008
Si 0.401 -5.145 11.314 0.005 0.007 0.002
Si 3.348 -9.081 11.7 -0.001 0.002 -0.007
Si 3.455 -5.884 11.199 -0.003 0.002 -0.011
Si 5.067 -1.399 10.762 0.016 -0.007 -0.014
Si 8.027 -8.904 11.027 -0.006 0.011 -0.028
Si -3.888 -6.146 10.665 -0.01 -0.004 -0.018
Si 4.819 -5.093 13.931 -0.001 -0.001 -0.011
Si -5.254 1.631 10.97 -0.009 0.004 -0.007
Si -4.234 2.703 13.496 -0.006 -0.004 -0.025
Si 8.626 -5.738 11.413 0.008 0.003 -0.01
Si 9.658 -1.489 11.164 0.001 -0.001 -0.018
Si -8.849 -6.524 19.794 -0.001 0.001 0.006
Si 5.958 5.642 13.283 -0.012 0.002 0
Si 1.625 -0.461 19.488 0.004 -0.007 0.01
Si -4.727 3.078 16.386 -0.005 -0.007 0.001
Si -7.22 1.489 16.934 0.003 0.001 0
Si 9.378 -3.611 13.531 -0.004 0.008 -0.024
Si 5.897 -7.657 15.376 -0.004 0 -0.008
Si -1.791 -6.131 12.998 0.013 -0.003 -0.016
Si 5.4 -2.191 13.671 0.006 0.002 -0.03
Si -1.76 -7.09 18.064 0.008 -0.007 -0.005
Si 1.064 -6.75 17.215 -0.005 0.001 -0.007
Si -3.231 1.581 20.565 -0.005 0.002 0.017
Si -4.079 4.171 19.105 0.012 -0.004 0
Si 1.139 4.174 20.451 -0.002 0.009 0.018
Si -6.1 5.677 20.973 0.008 -0.008 0.021
Si -9.216 6.07 21.164 -0.003 0.005 0.009
Si -4.439 -9.267 11.287 0.014 0.025 -0.005
Si 2.788 -4.303 16.179 -0.009 -0.002 0
Si -3.899 -1.375 19.44 -0.009 -0.008 -0.004
Si 3.492 3.433 16.093 0 0.006 -0.006
Si -10.039 1.72 17.603 0.009 0.007 -0.007
Si 5 2.809 13.507 0.002 0 -0.014
Si -3.39 -4.465 14.909 0.003 0.003 -0.011
Si 2.453 -1.553 14.665 -0.01 0 -0.01
Si -12.195 6.552 16.796 -0.008 0.006 -0.003
Si 8.799 -3.378 16.57 0.001 0.01 0.005
Si -1.428 5.837 19.959 0.001 0.006 0.009
Si -4.3 -7.151 16.291 -0.004 -0.003 -0.003
Si -7.221 -6.501 17.262 0.01 0.005 -0.002
Si -10.637 4.897 23.702 -0.006 -0.002 -0.003
Si -3.054 -8.855 13.995 -0.009 -0.003 -0.019
Si -3.565 0.556 15.356 0 0.001 -0.004
Si -0.117 1.53 20.802 -0.003 -0.001 0.011
Si -2.326 -3.275 21.241 0.018 -0.006 -0.01
Si 6.237 0.415 15.079 0.007 0.009 -0.008
Si 0.618 -2.984 20.681 0.001 -0.006 0
Si -2.524 -5.512 20.479 0.009 -0.001 -0.003
Si -9.285 -3.907 21.123 0 -0.003 0.009
Si -3.786 -2.205 16.615 -0.001 0.002 -0.001
Si 1.803 0.82 16.562 -0.002 0 -0.009
Si -11.033 0.465 20.383 0.001 0 0.007
Si -6.82 -1.057 18.49 0.004 -0.004 -0.003
Si -1.556 4.054 13.767 0 -0.002 -0.026
Si -4.822 -7.14 21.555 0.002 -0.003 0.014
Si 0.593 -0.209 12.495 0.004 0.006 0.002
Si -11.098 -4.743 18.921 0 -0.003 0.007
Si 1.62 -5.749 20.052 0.001 -0.004 0.003
O -5.947 -4.298 24.015 0 0.011 -0.004
O 1.339 6.823 22.9 0.002 0.003 -0.005
O -10.098 -6.049 18.81 0.005 0 -0.001
O -3.509 0.089 20.006 0.003 0.008 0.004
O -3.921 0.9 24.638 0 -0.011 0.001
O -3.682 1.771 22.118 0.001 -0.004 -0.011
O -4.796 -6.519 25.087 -0.002 -0.003 -0.011
O -1.47 1.038 25.608 -0.007 -0.001 -0.012
O -12.222 5.158 23.416 0.008 -0.001 -0.004
O -4.195 5.252 24.783 0.009 0.008 -0.003
O -0.933 -2.587 25.001 0.024 0.021 -0.004
O 1.667 -2.56 24.845 -0.007 -0.002 0.009
O -10.786 0.902 24.328 0.006 -0.007 0.008
O -1.388 -7.696 23.755 0.01 -0.004 0.009
O 1.958 -6.636 25.158 -0.004 0.005 -0.004
O -11.821 -2.265 23.18 0.001 0 -0.001
O -0.035 5.575 10.292 0.001 -0.001 -0.002
O 1.288 3.338 11.084 0.003 -0.009 0.004
O -0.029 -6.032 10.026 -0.003 -0.012 -0.014
O 6.966 -9.581 12.046 -0.013 -0.008 0.015
O 3.898 -9.716 10.306 0.011 -0.004 -0.011
O 3.84 -1.825 13.888 0.005 -0.001 0.012
O -7.798 -0.538 19.68 -0.011 0.001 0.012
O 3.553 -1.888 10.354 -0.017 0 -0.003
O 6.472 2.219 10.066 0.01 -0.006 0.006
O 9.13 2.121 9.86 -0.007 -0.004 0.006
O -3.168 -7.527 17.387 -0.006 -0.002 0.002
O 7.489 -5.219 10.368 -0.011 0.006 0
O 5.918 -1.799 9.422 0 -0.005 0.007
O 8.368 -1.73 10.215 -0.001 0 0.008
O -1.97 0.412 15.158 -0.001 -0.003 0.008
O 3.733 3.12 14.498 0.002 0.001 0.005
O -4.535 -2.079 10.344 0.017 0.003 -0.009
O -2.051 -2.23 9.805 -0.022 -0.002 0.003
O -3.558 -2.498 20.54 -0.002 0.003 0.007
O -10.133 -0.86 20.656 0.002 -0.002 -0.002
O -7.719 5.463 20.934 0.005 0 -0.005
O -10.656 3.13 17.023 0.001 0.001 0.002
O 2.196 -2.831 15.693 0.001 0.005 0.005
O -4.524 -3.985 13.831 -0.004 0.001 -0.003
O -5.959 0.768 22.923 -0.018 -0.013 0.001
O -5.606 0.107 11.452 0.001 -0.003 0.01
O -2.523 -2.998 22.846 -0.023 0.013 -0.042
O 1.72 -0.5 23.103 0.004 -0.006 -0.008
O -12.364 -5.169 19.825 0.006 0.001 -0.008
O -2.779 3.27 12.992 0.006 0.003 0.016
O -9.918 -3.973 22.632 -0.006 0.001 0.004
O -4.096 -8.226 15.078 0.004 -0.007 -0.001
O 5.303 0.552 16.436 -0.002 -0.004 0.001
O 1.248 -6.764 18.842 0.003 -0.002 0.005
O 8.582 -4.883 12.822 0 0.005 0.01
O -10.676 1.457 21.615 0.001 0.006 0.004
O -10.321 5.296 20.224 -0.001 -0.002 -0.003
O -8.521 -5.317 20.847 0 0.005 -0.003
O -4.213 -7.718 10.904 -0.003 0.008 -0.003
O 0.255 1 16.146 0.007 -0.001 0.007
O 1.481 0.634 11.374 0.004 0.008 0
O 6.458 -8.944 14.551 -0.002 -0.003 0.002
O 0.887 2.61 20.108 -0.001 -0.002 -0.005
O -0.412 4.534 12.716 -0.005 -0.004 0.013
O 4.567 2.66 11.935 0.003 -0.001 0.019
O -4.094 -5.615 15.817 -0.004 0.001 0.004
O -7.443 -2.23 17.488 0 0.001 0.003
O -8.458 1.975 17.875 0 -0.002 0.003
O -4.106 -6.031 20.58 -0.007 -0.004 -0.002
O -7.146 -4.879 17.005 -0.003 -0.007 0.003
O -6.898 4.985 24.687 -0.025 0.004 0.005
O -2.075 -5.098 14.213 0.002 0.002 0.009
O -6.414 0.265 17.632 -0.001 0.001 -0.001
O -8.224 -2.679 21.131 -0.003 -0.001 -0.003
O -12.594 0.025 20.41 0 0.004 -0.004
O 2.393 2.342 16.615 0.002 0.003 0.007
O 9.4 -2.299 12.553 0.001 -0.009 0.018
O -0.037 5.034 19.727 0.006 -0.006 -0.003
O -0.555 -6.888 16.959 0.004 0.002 0.004
O -3.752 1.714 10.314 0.009 -0.003 -0.008
O 5.662 -6.409 14.356 0 0.002 0.008
O -5.811 -7.243 16.891 0 0.002 0.001
O -0.966 2.976 14.857 0 0.006 0.01
O 9.467 5.784 11.102 -0.027 -0.018 0.011
O -5.35 -5.409 10.811 -0.008 0.007 0.01
O 4.423 -9.402 12.887 0.005 0 0.008
O -5.275 2.679 12.238 0.006 -0.005 0.01
O -1.649 1.933 20.509 0.001 -0.002 -0.003
O 1.075 4.348 22.07 0.003 0 -0.006
O -12.301 -8.53 20.904 0.002 -0.002 -0.006
O -2.791 -5.681 11.784 0.012 0.008 0.016
O -11.991 -4.752 24.075 -0.004 -0.013 -0.001
O -1.616 -6.516 21.413 0.002 0.004 0.002
O 7.733 0.927 15.482 -0.008 -0.004 0.004
O -4.184 -0.903 15.706 0 0.001 0.005
O 6.289 -1.116 14.521 -0.003 -0.005 0.009
O -5.095 -3.131 16.906 -0.002 0 -0.001
O 5.113 0.191 11.083 0.001 0.005 0.016
O -9.689 5.849 22.732 -0.004 -0.007 0.004
O -10.748 1.219 18.966 -0.006 -0.005 0.007
O 2.561 -0.147 15.487 -0.001 -0.004 0.006
O -2.118 5.386 14.551 0 -0.001 0.01
O -3.65 -7.905 22.4 -0.025 0.002 -0.008
O 5.686 -2.141 12.067 -0.005 0.003 0.008
O -11.888 -7.212 23.141 0.008 0.005 -0.002
O -0.545 -1.04 11.662 -0.006 -0.016 0.001
O 0.138 1.467 22.414 -0.004 0.001 -0.006
O -5.417 4.822 19.768 -0.011 0.006 0.004
O -5.839 -6.444 22.6 0 0.004 -0.018
O -10.373 3.319 23.332 0.004 0.006 -0.001
O 1.911 5.715 12.086 0 0 0.005
O 1.366 -1.302 13.453 -0.004 0.003 0.008
O -7.412 -6.476 24.686 -0.02 -0.01 0.01
O 1.465 -2.084 19.606 -0.002 0.006 -0.008
O -3.979 -9.504 12.818 0.015 -0.004 0.041
O -3.524 5.337 10.264 0.006 -0.025 -0.003
O 7.047 -7.196 16.417 -0.009 -0.002 0.002
O -0.942 -2.536 20.763 -0.012 0 -0.003
O -0.241 -3.645 11.257 -0.007 0.016 0.014
O -1.591 4.982 25.539 -0.001 -0.001 0.005
O -4.175 4.174 17.463 -0.002 -0.004 0.005
O -1.714 -5.009 24.222 0.004 0.005 -0.024
O 3.174 -7.468 11.534 0 0.004 0.008
O -7.554 -6.782 18.837 -0.003 -0.001 0.002
O 4.433 -5.242 12.349 0.008 0.002 0.011
O -4.023 2.625 19.611 -0.001 0 -0.002
O 3.062 5.011 16.243 0.001 -0.003 0.007
O -8.198 -0.385 22.451 0.008 0.003 0.013
O -4.672 3.587 14.82 0.001 0.004 0.006
O -3.13 -1.683 18.017 0 -0.002 -0.003
O 0.921 4.838 24.674 -0.011 -0.001 0.018
O 2.029 -5.072 11.345 0.007 -0.001 0.011
O -5.689 -8.231 20.716 -0.002 0.003 -0.005
O 0.581 -4.51 20.124 -0.011 0.01 -0.002
O 1.264 -2.93 22.182 0.011 0.008 0.014
O -0.06 0.946 13.438 0.007 -0.005 0.004
O -11.802 6.487 18.367 -0.001 -0.003 0.005
O -2.012 -5.711 18.922 -0.01 0.014 0.013
O 1.573 -5.311 16.614 0.002 0.003 0.009
O -1.35 -8.31 19.042 -0.001 0.002 -0.002
O 1.077 1.292 24.916 0.011 -0.002 -0.015
O -0.219 -5.938 12.602 -0.007 -0.003 0.016
O 1.885 0.041 17.977 0 -0.001 0.006
O -6.304 -1.608 23.926 -0.007 0.007 -0.008
O 5.69 1.396 13.909 -0.003 0 0.008
O -5.487 -1.576 19.229 0.009 -0.001 0.004
O 1.9 -8.025 16.598 0.007 -0.006 0.004
O -2.804 -3.206 15.781 0.003 0 0.007
O -3.867 1.681 16.513 -0.001 0.001 0.001
O 4.487 -8.111 16.063 0.006 0.004 0.003
O -12.786 2.031 23.03 -0.008 0 -0.005
O -10.319 -3.644 19.857 0.004 0 0.001
O 3.499 -4.987 14.882 0.008 -0.002 0.005
O -2.733 4.958 19.558 -0.003 -0.005 -0.001
O -9.206 -7.829 20.701 0.001 -0.002 -0.004
O -5.527 5.215 22.433 -0.009 0.002 -0.018
O 8.615 -3.236 14.941 0.002 -0.004 -0.003
O -4.181 1.126 13.958 -0.003 0 0.006
O -5.243 3.045 23.925 -0.01 -0.001 -0.003
O 8.323 -7.35 11.553 0.002 -0.005 0.008
O -12.866 4.56 19.853 -0.001 -0.002 -0.006
O -1.512 6.264 21.538 0.001 0.001 -0.002
O 6.038 4.059 13.666 -0.002 0 0.007
O 1.571 -6.506 21.482 0.001 -0.007 0.008
O -11.606 -4.194 17.449 0.001 0 0.004
O -2.065 -7.681 13.423 0.002 0.001 0.011
O 0.227 0.114 20.09 -0.002 0.004 -0.005
O -6.282 2.784 16.745 0.006 0.001 0.003
O 5.701 -3.725 14.148 -0.001 0 0.011

Results
free energy: -287102.231 eV
free energy less fixed offsets of O -568.88, Si -635.61 eV per atom: -11.591 eV

The program warned: the cutoff lies below the one the program advises for these potential files; the forces do not sum to zero within the program's tolerance; the exchange-correlation potential is rough where the density is thin.
